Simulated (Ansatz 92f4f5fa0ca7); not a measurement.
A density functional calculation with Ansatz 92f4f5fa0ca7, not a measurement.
Periodic cell of 247 atoms, Si165O82, from a study of silicon, its oxide and their interface. The atomic structure is a simulated model.
Doubt: the cutoff is far below the 930 eV that the study's wrapper takes by default for these files, so forces and energies are approximate.
This geometry differs little from another in the collection (a relaxation step or a small displacement).

Settings
functional: PBE
potential files: Ansatz PAW
basis: plane waves
wave-function cutoff: 580 eV
density cutoff ratio: 5
exchange-correlation grid ratio: 1
k mesh: 1 x 1 x 1, Gamma-centred
self-consistency stop: 5e-08 eV per atom in the density residual
occupations: fixed
spin: none
net charge: 0

Cell vectors (angstrom)
a	10.938	0	0
b	0	10.938	0
c	0	0	37.0103

Atoms: element, x, y, z (angstrom)
Si	0	0	0.683
Si	5.469	0	0.683
Si	2.7345	2.7345	0.683
Si	8.2035	2.7345	0.683
Si	0	5.469	0.683
Si	5.469	5.469	0.683
Si	2.7345	8.2035	0.683
Si	8.2035	8.2035	0.683
Si	1.3673	1.3673	2.0503
Si	6.8362	1.3673	2.0503
Si	4.1018	4.1018	2.0503
Si	9.5708	4.1018	2.0503
Si	1.3673	6.8362	2.0503
Si	6.8362	6.8362	2.0503
Si	4.1018	9.5708	2.0503
Si	9.5708	9.5708	2.0503
Si	2.7345	0	34.9588
Si	8.2035	0	34.9588
Si	0	2.7345	34.9588
Si	5.469	2.7345	34.9588
Si	2.7345	5.469	34.9588
Si	8.2035	5.469	34.9588
Si	0	8.2035	34.9588
Si	5.469	8.2035	34.9588
Si	4.1018	1.3673	36.326
Si	9.5708	1.3673	36.326
Si	1.3673	4.1018	36.326
Si	6.8362	4.1018	36.326
Si	4.1018	6.8362	36.326
Si	9.5708	6.8362	36.326
Si	1.3673	9.5708	36.326
Si	6.8362	9.5708	36.326
Si	0.1898	-0.2455	26.8493
Si	4.8135	0.5956	26.7684
Si	3.1011	2.3194	26.9933
Si	7.8324	3.1495	26.6229
Si	-0.5944	5.9251	26.9544
Si	5.6157	5.4061	26.8753
Si	2.3706	8.4293	26.8382
Si	8.6655	7.6913	26.941
Si	1.3372	1.3411	28.1855
Si	6.7141	1.4573	27.9347
Si	4.0617	4.1365	28.1457
Si	9.422	4.1339	28.1261
Si	1.2196	6.8644	28.1625
Si	6.8609	6.8584	28.2086
Si	4.017	9.6543	28.0292
Si	9.5554	9.5156	28.1541
Si	2.6896	-0.0258	29.5584
Si	8.1044	0.0409	29.3358
Si	-0.0717	2.7643	29.4327
Si	5.4756	2.786	29.4996
Si	2.6505	5.4918	29.4575
Si	8.1397	5.4587	29.6118
Si	-0.0392	8.2335	29.6134
Si	5.4296	8.2952	29.4107
Si	4.0923	1.3866	30.8412
Si	9.5017	1.3697	30.7753
Si	1.3091	4.1115	30.8383
Si	6.79	4.0986	30.9424
Si	4.0639	6.8749	30.7902
Si	9.535	6.8386	30.9223
Si	1.3496	9.5738	30.946
Si	6.7997	9.6267	30.8091
Si	-0.0566	0.0311	32.2128
Si	5.4509	0.0245	32.2168
Si	2.7047	2.744	32.1979
Si	8.1911	2.7188	32.2339
Si	-0.0184	5.4704	32.2489
Si	5.4124	5.5057	32.2216
Si	2.7369	8.1987	32.2482
Si	8.1544	8.2378	32.2136
Si	1.3503	1.3712	33.5791
Si	6.8295	1.3578	33.5986
Si	4.0758	4.1026	33.5825
Si	9.5646	4.0881	33.5981
Si	1.3677	6.827	33.6019
Si	6.8171	6.8458	33.5853
Si	4.11	9.5755	33.593
Si	9.5507	9.5724	33.5864
Si	2.7146	-0.0207	3.419
Si	8.2329	0.0378	3.3962
Si	0.0047	2.7433	3.4362
Si	5.4614	2.7302	3.3992
Si	2.7328	5.4644	3.424
Si	8.2132	5.4327	3.415
Si	0.0275	8.197	3.3911
Si	5.498	8.2208	3.4283
Si	4.081	1.3719	4.7454
Si	9.5647	1.3858	4.8203
Si	1.3889	4.081	4.8219
Si	6.8716	4.0215	4.7851
Si	4.1318	6.8156	4.7707
Si	9.6948	6.7363	4.7155
Si	1.3497	9.5481	4.8074
Si	6.9291	9.5918	4.7574
Si	-0.0677	-0.0362	6.1692
Si	5.5377	0.0828	6.0549
Si	2.692	2.6555	6.1823
Si	8.1998	2.6983	6.2764
Si	0.0452	5.4184	6.2412
Si	5.4932	5.3797	6.0866
Si	2.7549	8.1742	6.1392
Si	8.3858	8.1541	5.9726
Si	1.2604	1.3079	7.5648
Si	6.8102	1.3015	7.6737
Si	4.1585	3.9843	7.474
Si	9.5279	4.1283	7.6505
Si	1.4767	6.7856	7.5893
Si	6.9664	6.8347	7.2197
Si	4.1767	9.644	7.3203
Si	9.6083	9.4383	7.5439
Si	3.6077	1.8034	10.1972
Si	7.6278	-0.7319	8.7012
Si	-0.1474	2.6518	9.0196
Si	5.5066	2.7888	9.0695
Si	3.0543	5.5287	8.8424
Si	8.2565	5.752	8.8819
Si	0.3064	8.2565	9.0149
Si	5.8596	8.4718	8.43
Si	2.8709	0.0462	8.7404
Si	10.048	1.0875	11.5918
Si	2.3316	3.8578	10.4244
Si	6.4085	4.8162	10.0336
Si	4.909	6.6931	9.738
Si	9.4653	7.4057	10.2392
Si	2.1217	9.347	10.2726
Si	8.3578	9.4754	10.7757
O	-3.9634	8.5183	14.2899
O	4.7514	8.4061	12.5624
O	9.7752	6.7386	11.7303
O	2.2273	10.2795	13.4604
O	2.3244	4.1833	12.057
O	-1.6345	-0.3738	11.6013
O	13.9397	5.4062	14.3918
O	7.1545	-1.9978	11.7517
O	6.6564	15.2057	26.2962
O	8.4162	2.8768	25.0943
O	2.8544	7.6872	25.4539
O	2.5009	2.8259	25.521
O	10.4336	11.3288	25.4961
O	-0.2883	5.3358	25.4117
O	1.3064	9.5863	26.322
O	5.1049	6.2982	25.5867
Si	10.4763	-3.9753	13.1773
Si	-1.2873	8.8267	17.6975
Si	3.7247	7.7753	11.3947
Si	-2.9904	6.3883	22.5169
Si	-2.2806	8.1568	24.6412
Si	2.7588	2.2869	24.0084
Si	6.0778	5.7703	16.4361
Si	6.8548	3.9019	21.3023
Si	-6.7247	2.0145	16.8819
Si	2.1296	5.4968	13.0014
Si	2.0543	0.0191	11.971
Si	14.1075	6.63	15.4861
Si	1.5534	-0.2013	22.6708
Si	7.9981	7.4893	19.7417
Si	2.2168	4.988	22.8053
Si	8.1262	7.8049	15.2237
Si	7.7829	4.7861	18.5534
Si	5.2146	0.7121	24.4109
Si	9.933	3.9821	16.4974
Si	6.6571	4.8393	12.3419
Si	3.6479	10.2471	18.1026
Si	-2.2781	3.0693	13.7415
Si	3.9249	6.8119	24.5975
Si	2.2477	1.1332	19.9936
Si	0.7619	6.3543	17.5775
Si	12.5414	-1.9872	14.1696
Si	4.9189	-2.7077	19.77
Si	7.9624	13.0141	23.7335
Si	2.8164	5.8278	19.7695
Si	-6.605	3.2861	19.5784
Si	5.9414	14.1414	14.5808
Si	10.4343	5.9828	23.9281
Si	6.337	8.0633	12.8461
Si	4.2025	9.1641	22.642
Si	-1.0696	-0.1024	24.0372
Si	0.9539	-0.7669	16.7761
Si	1.2956	1.9863	17.2527
O	3.3694	1.0106	11.6847
O	4.1665	11.3251	16.9941
O	9.4299	2.0247	12.7691
O	8.5461	6.1761	18.9356
O	3.2501	5.4863	23.9548
O	2.1535	3.3653	22.9553
O	1.4136	0.617	21.2708
O	-1.0673	12.6762	10.0808
O	0.5532	5.6966	13.4309
O	10.1379	7.5814	24.1449
O	6.2428	4.519	15.4503
O	7.7405	3.8965	19.9228
O	2.6755	5.4124	21.3244
O	10.7977	7.6738	17.802
O	3.3199	-0.002	19.541
O	2.2691	-1.3667	17.547
O	2.0244	0.8452	23.8289
O	2.7219	2.72	16.9358
O	1.3407	5.8885	19.0462
O	5.3784	3.4423	20.8164
O	-6.2732	6.5463	16.1531
O	8.4572	7.3693	21.3027
O	1.2329	0.7318	16.2255
O	9.2452	1.187	23.2631
O	-2.2651	9.7451	24.2792
O	-3.6098	2.3423	14.3873
O	-0.3991	-0.7429	17.6947
O	4.3626	2	23.8092
O	8.1513	4.3418	12.8391
O	5.5519	3.8217	13.0905
O	0.7519	3.6475	9.9802
O	7.3656	6.7034	16.1368
O	4.9207	-0.6208	23.526
O	-0.2077	5.3737	16.7155
O	0.7811	5.7003	23.0113
O	3.6359	7.2305	19.7111
O	0.0936	-0.7577	23.1044
O	0.6979	11.8829	11.923
O	6.2975	5.1941	17.9599
O	8.6771	8.7811	19.0107
O	4.4613	7.7345	23.3744
O	-1.6255	7.1202	14.3137
O	0.6776	9.277	15.4578
O	-6.075	2.3242	15.418
O	-5.9604	2.5513	18.244
O	7.4989	7.3726	23.755
O	10.9236	2.8599	17.0689
O	2.0989	6.5577	16.6873
O	-1.7954	5.4113	23.0874
O	3.7309	4.6986	19.0434
O	6.3727	-3.4158	19.6682
O	6.5049	6.428	12.7702
O	2.6011	-1.4425	22.528
O	4.8754	9.0808	21.163
O	7.4813	2.9325	22.4399
O	-4.1743	5.4092	21.961
O	-2.3553	3.9659	17.4042
O	3.1111	2.4682	20.2853
O	-2.1529	8.8232	16.3073
O	2.6339	6.7751	12.1138
O	4.8061	-1.7753	18.4262
O	2.8595	8.023	14.6767
O	0.5146	-2.6542	13.1382
O	9.6066	3.6465	14.938
O	1.2096	1.4382	18.7864
O	-4.16	12.009	24.2017

Results
free energy: -151526.931 eV
free energy less fixed offsets of O -568.88, Si -635.61 eV per atom: -3.121 eV

Forces (eV/angstrom), in the order of the atoms: element, x, y, z
Si	0.0058	-0.0278	-0.026
Si	0.0335	-0.0126	0.0003
Si	0.0053	-0.0055	0.0099
Si	0.0221	-0.016	-0.0235
Si	0.0103	-0.0239	0.0067
Si	-0.0474	0.0173	-0.0049
Si	0.0678	-0.129	-0.0217
Si	-0.0045	-0.0056	0.0161
Si	-0.0825	-0.015	0.0879
Si	-0.0627	0.0242	-0.1706
Si	-0.0066	0.0898	-0.0618
Si	0.061	-0.1513	-0.1137
Si	0.2033	-0.0352	-0.1991
Si	0.1025	-0.074	0.1338
Si	0.0002	-0.0594	0.0672
Si	0.1101	0.0249	-0.0424
Si	-0.0847	0.0128	-0.1136
Si	-0.0408	-0.0317	0.0914
Si	0.0314	0.0031	0.0812
Si	-0.0712	0.0838	-0.0864
Si	-0.0383	-0.0707	0.1321
Si	-0.1123	0.0363	-0.105
Si	-0.0453	0.0434	-0.0718
Si	-0.0035	0.038	0.075
Si	-0.0336	0.0259	-0.007
Si	-0.0219	-0.019	-0.0069
Si	-0.0095	0.0235	0.0199
Si	-0.0039	0.0424	0.0126
Si	0.0167	0.0566	-0.0282
Si	0.0112	0.019	-0.0063
Si	0.0055	0.0469	0.0126
Si	-0.0279	-0.0229	0.0084
Si	-0.0082	-0.0067	-0.0109
Si	0.0127	-0.0149	0.0093
Si	-0.0086	0.0157	0.0159
Si	0.0025	0.0018	-0.0304
Si	0.0184	-0.0209	0.0014
Si	0.0014	0.0048	-0.0126
Si	0.0039	0.0092	-0.0232
Si	-0.0193	0.0182	0.0028
Si	-0.012	-0.023	-0.0003
Si	-0.0097	0.0106	0.0109
Si	0.012	-0.0021	0.0068
Si	-0.022	-0.0006	-0.0058
Si	-0.0028	0.0187	0.0016
Si	0.007	-0.0035	-0.0013
Si	-0.0067	0.0131	0.0033
Si	0.0117	-0.0007	0.0049
Si	0.0012	-0.0015	-0.0136
Si	-0.0014	-0.0023	-0.0015
Si	0.0002	0.003	0.0035
Si	0.0032	0.003	-0.0131
Si	0.0018	0.0004	0.0042
Si	-0.0044	-0.0023	-0.0105
Si	0.0004	0.0024	-0.0071
Si	-0.0015	-0.0035	-0.0039
Si	-0.0035	-0.0031	0.0108
Si	-0.0043	-0.0035	-0.001
Si	0.0001	-0.0007	0.0094
Si	-0.0032	0.0004	0.009
Si	0.0022	0.0045	-0.0043
Si	-0.0013	-0.0017	0.0149
Si	-0.0011	-0.0028	0.0144
Si	-0.0005	0.0001	0.0056
Si	0.0036	0.0003	-0.0039
Si	-0.0033	0.0019	0.0018
Si	-0.0017	0.0048	0.0026
Si	-0.0022	0.0037	-0.0035
Si	-0.0014	-0.0001	0.0017
Si	0.0006	-0.0011	-0.0021
Si	-0.0024	-0.0008	-0.0025
Si	0.0022	-0.0023	0.0037
Si	0.001	-0.002	0.0013
Si	-0.0005	0.0009	0.0028
Si	0.0015	0.0013	0.0014
Si	0.0004	-0.0006	0.0018
Si	0.0003	0.0015	0.0016
Si	0.0023	0.0001	0.0012
Si	-0.0032	-0.0001	0.0024
Si	0.0003	-0.0024	0.0017
Si	0.003	0.0064	-0.0019
Si	-0.0022	-0.0052	0.0054
Si	-0.0031	-0.0047	0.0088
Si	0.0024	0.0082	-0.0031
Si	-0.0014	0.0028	0.0058
Si	0.0028	-0.003	-0.0058
Si	0.0079	-0.0001	-0.0078
Si	-0.0038	-0.0052	0.0051
Si	0.0001	-0.0052	0.0003
Si	-0.0009	-0.0054	0.002
Si	0.0007	-0.0014	0.0011
Si	-0.0067	0.0002	0.0049
Si	-0.0002	0.0014	0.0048
Si	0.005	-0.0102	-0.0124
Si	-0.0034	-0.0031	0.0076
Si	0.0078	0.0097	-0.0069
Si	-0.0054	0.0074	-0.005
Si	-0.0043	-0.0161	0.0047
Si	-0.0114	-0.0003	0.0069
Si	-0.0055	-0.0071	0.0063
Si	0.0003	-0.0014	0.0041
Si	0.002	0.0147	-0.0042
Si	0.0045	-0.0036	0.0089
Si	-0.0124	0.0296	0.0142
Si	-0.0008	0.0007	-0.0094
Si	0.0098	0.0031	-0.0007
Si	0.0154	0.0044	-0.0008
Si	-0.0077	-0.0016	0.0013
Si	0.0057	0.0015	0.002
Si	-0.0116	-0.0157	0.0147
Si	-0.0055	0.0012	0.0019
Si	0.0116	0.0044	-0.005
Si	0.0179	-0.0101	0.0176
Si	-0.0145	-0.0006	-0.01
Si	-0.0309	-0.0282	-0.0066
Si	0.0026	0.0163	-0.0021
Si	0.0063	0.0118	-0.0127
Si	-0.0134	0.0019	-0.0035
Si	0.0129	0.016	-0.0153
Si	0.0159	0.002	-0.0087
Si	-0.0026	-0.0108	-0.016
Si	-0.0106	0.0152	0.0006
Si	0.0085	0.0219	0.0457
Si	0.0031	-0.0026	0.0068
Si	0.0354	-0.0248	-0.0593
Si	0.006	-0.0174	-0.0159
Si	-0.01	-0.0362	-0.0169
Si	0.0099	0.0213	-0.0151
O	0.0029	0.0011	0.0172
O	-0.0232	-0.0005	-0.0156
O	-0.005	-0.0013	-0.0179
O	0.0147	0.0143	-0.0029
O	0.0124	-0.0203	-0.0158
O	-0.0007	-0.0082	0.0143
O	-0.0054	-0.0035	-0.0037
O	-0.021	-0.0036	0.0087
O	0.0071	-0.001	0.0249
O	0.0015	0.0113	0.0338
O	0.008	-0.0097	-0.0068
O	0.0078	-0.0021	0.0091
O	0.0141	0.0063	0.0195
O	-0.0104	0.0138	0.0064
O	0.002	-0.0014	0.0357
O	0.0062	-0.0112	0.0104
Si	0.0092	0.0017	0.0199
Si	0.0059	0.0059	0.0002
Si	-0.0195	0.0401	0.065
Si	-0.0005	-0.0035	0.0108
Si	0.0001	-0.003	0.0013
Si	0.0044	0.0083	-0.0029
Si	-0.0003	-0.0053	-0.0091
Si	0.0027	-0.0008	0.0014
Si	-0.0037	0.0009	-0.0033
Si	0.0206	0.0245	-0.0009
Si	-0.0117	0.0042	0.0014
Si	-0.0056	-0.007	-0.0039
Si	-0.0012	-0.0001	0.0066
Si	0.0006	0.0033	-0.009
Si	-0.0056	0.0147	0.0102
Si	-0.0014	-0.0032	-0.0015
Si	-0.0015	0.0028	-0.006
Si	-0.0027	-0.0025	-0.007
Si	0.0136	-0.005	-0.0035
Si	0.0095	-0.0078	-0.0068
Si	-0.0028	0.0009	-0.0119
Si	-0.0075	0.0022	-0.0042
Si	-0.0196	0.0023	0.0117
Si	0.002	0.0055	-0.0103
Si	-0.0084	0.0007	-0.0072
Si	-0.0171	-0.0104	0.0081
Si	0.0009	-0.0047	-0.0091
Si	-0.0065	0.0004	0.007
Si	0	0.0004	-0.0081
Si	-0.0017	0.0085	-0.0088
Si	0.0005	-0.0082	-0.0009
Si	-0.0009	-0.0031	-0.01
Si	0.0001	-0.0158	-0.0026
Si	0.0016	0.0025	0.0124
Si	-0.0058	-0.0055	0.0048
Si	0.0013	0.0145	-0.0016
Si	-0.0095	-0.0042	-0.0075
O	-0.0047	0.0168	0.0041
O	0.0017	-0.0027	0.0115
O	0.0086	-0.0144	-0.0045
O	0	0.0011	0.0088
O	-0.0064	0.0102	-0.0192
O	0.0009	0.0155	-0.0007
O	-0.003	-0.0029	0.0077
O	0.0185	0.0152	-0.023
O	-0.0017	-0.0119	0.0098
O	-0.0045	-0.0046	0.0009
O	-0.0026	0.0027	0.0053
O	-0.002	0.0012	0.0102
O	-0.013	-0.0088	0.0276
O	0.0037	0.0009	0.005
O	-0.0013	-0.0015	0.0048
O	0.0009	0.0022	0.0075
O	-0.007	-0.0035	-0.0013
O	0.0028	0.0013	0.0106
O	0.0009	0.0017	0.0061
O	-0.0013	0.0018	0.0034
O	0.0018	0.0008	0.0088
O	-0.001	-0.0008	-0.0015
O	0.0024	0.0001	0.0132
O	0.0016	0.0025	-0.0029
O	-0.0001	0.003	-0.0027
O	0.0041	0.0012	0.0085
O	0.0002	-0.0034	0.0039
O	0.0009	-0.002	0.0012
O	-0.0037	0.0065	0.003
O	0.0024	0.0099	-0.0013
O	-0.0168	0.0047	0.0176
O	0	0.007	0.0055
O	-0.0005	0.0019	-0.006
O	-0.0048	-0.0108	0.0059
O	0.0226	-0.0123	0.0047
O	0.0002	0.005	0.0069
O	-0.0022	0.0049	-0.0031
O	0.0182	0.0005	0.0108
O	-0.0005	0.0042	0.0027
O	-0.0005	-0.0024	0.0043
O	-0.0066	0.0005	0.0063
O	-0.0017	0.009	0.0082
O	0.0094	-0.0063	-0.0058
O	0.0057	0.0051	0.0001
O	-0.0002	-0.0005	0.0063
O	0.0096	0.0094	0.0062
O	-0.0105	0.0098	-0.004
O	0.013	0.0017	0.0008
O	0.0151	0.0064	0.0041
O	0.0042	-0.0055	0.0115
O	0.0006	0.0005	0.0083
O	-0.0009	0.009	0.0017
O	0.005	-0.0031	-0.0043
O	-0.0038	0.0024	0.0144
O	0.0024	-0.0036	0.001
O	-0.0006	0.0017	-0.0044
O	0.0049	-0.0003	0.0056
O	0.0028	0.0015	0.0045
O	-0.0056	-0.0042	-0.0036
O	-0.0034	-0.0136	0.008
O	-0.0009	0.0039	0.0081
O	-0.0037	0.0093	0.0032
O	0.006	0.0028	0.0066
O	0.0033	0.0002	0.009
O	-0.0001	0.0003	0.003
O	-0.0015	-0.0035	-0.0068

The program warned: the cutoff lies below the one the program advises for these potential files; the forces do not sum to zero within the program's tolerance; the exchange-correlation potential is rough where the density is thin.
